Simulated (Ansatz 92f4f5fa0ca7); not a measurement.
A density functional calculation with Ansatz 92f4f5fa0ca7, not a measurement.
Periodic cell of 255 atoms, Si165O90, from a study of silicon, its oxide and their interface. The atomic structure is a simulated model.
Doubt: the cutoff is far below the 930 eV that the study's wrapper takes by default for these files, so forces and energies are approximate.
This geometry differs little from another in the collection (a relaxation step or a small displacement).

Settings
functional: PBE
potential files: Ansatz PAW
basis: plane waves
wave-function cutoff: 580 eV
density cutoff ratio: 5
exchange-correlation grid ratio: 1
k mesh: 1 x 1 x 1, Gamma-centred
self-consistency stop: 5e-08 eV per atom in the density residual
occupations: fixed
spin: none
net charge: 0

Cell vectors (angstrom)
a  10.938  0  0
b  0  10.938  0
c  0  0  37.7004

Atoms and the computed forces on them: element, x, y, z (angstrom), force x, y, z (eV/angstrom)
Si  0  0  0.683  0.0592  0.0306  -0.0169
Si  5.469  0  0.683  0.0345  0.0216  0.0028
Si  2.7345  2.7345  0.683  0.0377  -0.0445  -0.0061
Si  8.2035  2.7345  0.683  0.0325  0.0042  0.0184
Si  0  5.469  0.683  0.006  0.004  0.0013
Si  5.469  5.469  0.683  0.0186  0.0202  -0.0139
Si  2.7345  8.2035  0.683  0.0659  -0.0009  -0.0071
Si  8.2035  8.2035  0.683  0.0277  0.0106  -0.008
Si  1.3673  1.3673  2.0503  -0.0443  -0.1261  -0.1044
Si  6.8362  1.3673  2.0503  -0.0509  -0.1025  0.0852
Si  4.1018  4.1018  2.0503  -0.0127  -0.0951  -0.1529
Si  9.5708  4.1018  2.0503  0.0065  -0.0428  0.0957
Si  1.3673  6.8362  2.0503  -0.0119  -0.1067  0.0815
Si  6.8362  6.8362  2.0503  -0.0471  -0.0749  -0.1591
Si  4.1018  9.5708  2.0503  0.0136  -0.0653  0.0631
Si  9.5708  9.5708  2.0503  0.0128  -0.0129  -0.094
Si  2.7345  0  35.6489  0.2318  0.039  -0.1036
Si  8.2035  0  35.6489  -0.141  0.0287  0.0919
Si  0  2.7345  35.6489  -0.0622  0.2302  -0.1101
Si  5.469  2.7345  35.6489  -0.0907  -0.036  0.0997
Si  2.7345  5.469  35.6489  -0.0981  -0.0373  0.073
Si  8.2035  5.469  35.6489  0.0778  0.1399  0.0552
Si  0  8.2035  35.6489  0.0222  -0.0787  -0.0043
Si  5.469  8.2035  35.6489  0.0924  0.1515  -0.1235
Si  4.1018  1.3673  37.0161  -0.0195  -0.0177  0.032
Si  9.5708  1.3673  37.0161  -0.0529  0.0011  -0.0268
Si  1.3673  4.1018  37.0161  -0.0298  0.0083  0.0305
Si  6.8362  4.1018  37.0161  -0.0233  -0.0223  -0.0155
Si  4.1018  6.8362  37.0161  -0.0095  -0.045  -0.0369
Si  9.5708  6.8362  37.0161  0.0063  -0.043  0.0321
Si  1.3673  9.5708  37.0161  -0.0714  0.0167  -0.037
Si  6.8362  9.5708  37.0161  -0.0691  0.046  0.0372
Si  -4.4321  0.5161  26.2823  -0.0089  -0.0002  0.0063
Si  2.4345  2.2277  27.6484  -0.0002  -0.0122  0.0125
Si  2.7402  5.5874  30.0821  -0.0064  -0.0145  0.0134
Si  13.2279  -1.6682  24.7604  0.0036  -0.0095  0.0019
Si  -1.3014  6.9747  31.3872  0.0098  0.0113  0.0102
Si  3.6221  9.2161  28.9252  0.032  -0.0148  -0.0125
Si  7.2193  4.6669  22.3273  0.0095  0.0021  -0.0121
Si  13.5791  10.8922  30.3013  0.0207  0.0265  0.0754
Si  1.3932  4.2267  31.5306  0.0016  0  -0.0043
Si  4.3167  -2.6232  22.7261  0.0015  0.0056  0.0054
Si  3.862  -0.4003  26.9736  0.0083  0.0017  0.0054
Si  11.0054  4.5604  15.9902  -0.0108  -0.0172  0.0124
Si  -2.5764  11.0167  30.2395  -0.009  -0.0113  0.0016
Si  8.5241  7.5017  26.1711  0.0022  -0.0048  -0.0038
Si  4.0732  12.3176  31.5483  -0.0301  -0.0285  -0.0364
Si  11.41  14.1704  18.087  -0.007  0.0033  -0.0071
Si  5.4852  -2.6977  30.0449  -0.0262  0.0173  0.0059
Si  6.8784  -1.3488  31.4458  0.0014  0.0019  0.0021
Si  4.8032  5.1329  26.9785  -0.0062  0.0101  -0.0062
Si  6.9061  6.844  28.7121  0.0252  -0.0176  0.032
Si  2.2714  8.8317  18.7191  -0.0032  0.0038  0.017
Si  7.244  0.2474  19.5787  0.005  0.0031  0.004
Si  -1.561  4.5255  26.1747  -0.005  0.0032  -0.0066
Si  6.6096  3.388  25.1137  -0.011  0.0026  -0.0086
Si  3.7729  3.9273  28.7343  0.0081  0.0012  0.0041
Si  9.5725  1.4073  31.746  0.0087  0.0106  -0.0015
Si  -1.6252  3.8532  29.1115  -0.0019  0.0189  0.0509
Si  6.7611  4.1801  31.5961  -0.0125  -0.0043  0.0337
Si  4.1821  6.843  31.4995  0.0032  0.0055  0.0025
Si  11.0001  8.42  29.902  -0.0015  -0.0331  0.0125
Si  1.2982  9.5456  31.6205  0.0177  0.0208  -0.017
Si  2.1987  6.6941  26.443  0.0108  -0.0162  -0.0108
Si  -0.001  -0.0054  33.0166  -0.008  -0.0058  0.0043
Si  5.4915  0.0058  32.8626  0.0003  -0.0025  0.0078
Si  2.7281  2.7849  32.8985  -0.0019  0.0031  0.0125
Si  8.1391  2.7919  32.9651  -0.0015  -0.0012  -0.0035
Si  -0.0137  5.5652  32.8596  0.0003  -0.0014  0.0048
Si  5.4576  5.5227  32.9756  0.0009  -0.0039  -0.002
Si  2.7527  8.1768  32.8805  0.0023  -0.0041  0.0074
Si  8.2249  8.2272  32.8457  0.0044  0.0028  0.0056
Si  1.3875  1.3936  34.2961  0.0034  0.0069  0.0016
Si  6.8185  1.3647  34.2895  0.0024  -0.0037  0.0021
Si  4.1036  4.1108  34.2945  -0.0064  -0.0009  0.0059
Si  9.5767  4.1493  34.2617  0.0031  -0.0015  0.0028
Si  1.3831  6.8436  34.2759  -0.0046  -0.0011  0.0046
Si  6.8732  6.8675  34.2792  -0.0033  0.0053  0.0044
Si  4.1105  9.5712  34.2485  0.0029  0.0001  0.0044
Si  9.5477  9.56  34.3016  0.0033  -0.0001  0.0031
Si  2.7061  -0.0278  3.4137  -0.0019  0.0031  0.0014
Si  8.2019  -0.0228  3.419  -0.0004  -0.0052  -0.003
Si  -0.0058  2.7031  3.4152  0.0034  0.0013  -0.0031
Si  5.4504  2.7247  3.4157  -0.0024  -0.0008  0.0018
Si  2.7254  5.4305  3.4141  -0.0027  -0.0033  -0.001
Si  8.1777  5.4582  3.4128  0.0015  0.0016  0.0018
Si  -0.0141  8.1943  3.4158  -0.0016  -0.0013  -0.0001
Si  5.4633  8.1732  3.4162  0.0047  -0.001  -0.0017
Si  4.0722  1.3406  4.7634  0.0009  -0.0002  -0.0009
Si  9.576  1.3293  4.786  0.002  0.0007  -0.0072
Si  1.3805  4.0314  4.7879  -0.0038  0.0035  0.0003
Si  6.8211  4.0812  4.7833  0.0048  -0.0027  -0.0053
Si  4.1174  6.7638  4.7674  0.0019  0.0062  -0.0019
Si  9.5478  6.8192  4.771  0.0012  -0.001  -0.0001
Si  1.3592  9.5289  4.7976  0.0017  0.0034  -0.0041
Si  6.8701  9.5  4.7807  0.001  0.003  -0.0026
Si  -0.0174  -0.0493  6.1795  0.0053  -0.0051  -0.0027
Si  5.4653  -0.0525  6.0472  0.0113  0.0122  0.0072
Si  2.7248  2.6554  6.2143  0.0093  0.0008  -0.0083
Si  8.2022  2.712  6.1124  -0.0044  0.0096  0.0102
Si  -0.04  5.3992  6.0712  0.0106  0.0098  0.0041
Si  5.4623  5.4153  6.1957  0.0041  -0.0021  0.0023
Si  2.7208  8.0864  6.0977  -0.0055  0.0094  0.0089
Si  8.2152  8.1412  6.2291  -0.0005  -0.0018  -0.0062
Si  2.1013  2.0083  12.1549  -0.0107  -0.0088  0.008
Si  5.5431  2.6239  8.8757  0.005  0.0202  0.0016
Si  3.6519  7.136  9.8834  -0.1461  0.1549  0.0319
Si  8.2405  5.3518  9.0117  -0.0245  0.0004  -0.0059
Si  1.3342  6.7003  7.4375  -0.0032  0.0101  -0.0056
Si  8.7087  8.8514  12.239  0.0115  0.0096  0.0229
Si  6.8647  6.7252  7.6096  -0.0013  0.0108  0.0064
Si  5.4731  8.1725  8.8389  -0.0043  -0.0137  -0.0047
Si  6.566  4.7064  17.321  0.0129  -0.0018  0.0042
Si  8.1709  0.0296  8.8399  0.0074  0.0083  0.0115
Si  2.7511  -0.242  8.7632  0.029  0.024  -0.0432
Si  2.6244  5.3208  8.8707  -0.0239  -0.0103  0.04
Si  -1.0901  6.6001  10.2834  0.008  0.0301  -0.0261
Si  4.6695  10.1604  20.3354  -0.0096  0.0068  0.0029
Si  -4.3564  9.8098  10.135  0.0092  -0.0029  -0.0155
Si  2.6208  3.6874  20.2679  0.0031  -0.0007  -0.0062
Si  -0.0918  2.6953  8.9172  0.0127  0.004  0.0097
Si  4.2839  0.9699  9.9918  -0.0102  0.0037  -0.0009
Si  4.1162  4.0154  7.5817  -0.0066  -0.0023  -0.0056
Si  8.16  5.5438  -7.4541  0.0043  0.0051  -0.0739
Si  6.3511  3.4899  13.2178  0.0199  0.0031  -0.0114
Si  9.6001  9.5194  7.6065  0.0013  0.0001  -0.005
Si  0.0862  8.0802  8.8838  -0.0047  -0.0216  0.0002
Si  6.8234  12.2461  7.3949  -0.0023  -0.0096  -0.0213
O  -11.918  26.2551  27.6933  -0.01  0.002  -0.0133
O  6.0061  10.1204  19.3852  -0.0007  0.0029  0.0006
O  -2.7655  -30.0509  28.6337  0.0016  0.0113  -0.0246
O  -22.3781  -7.1736  25.2049  0.0085  0.0035  0.0069
O  22.6799  0.9966  12.1021  0.0062  0.0137  -0.0079
O  1.6162  14.4539  11.7111  0.0079  -0.0094  0.0301
O  -12.2619  -24.1229  25.9281  -0.0003  0.0049  0.0057
O  23.8133  18.3886  19.5461  0.0132  0.0134  -0.0077
O  -14.5724  -12.6633  11.4896  -0.0003  0.0004  0.0065
O  -15.8644  -17.0441  18.8313  0.0025  0.0021  -0.0029
O  27.3862  23.9722  13.1116  -0.0023  0.01  0.0019
O  -14.5798  18.5369  25.1049  0.0042  0.0017  0.005
O  -8.9728  -15.2774  12.8528  0.008  0.027  -0.0131
O  -14.179  8.7652  22.7476  0  -0.0005  0.0019
O  4.2369  -10.1645  20.5739  -0.0011  -0.0156  -0.0027
O  5.5121  18.2647  23.2064  0.0018  0.0056  -0.0048
O  6.3637  1.7884  25.2767  0.0031  0.0069  0.0038
O  6.5319  34.5465  19.8285  -0.0007  -0.0011  -0.0046
O  16.1902  -11.4561  26.0924  -0.0031  0.0029  0.0055
O  5.8488  8.6293  14.8474  -0.011  0.0038  0.0008
O  6.0923  -16.0293  27.6894  0.0078  -0.0033  -0.001
O  -9.1248  24.6156  26.2132  -0.0041  0.0019  -0.0053
O  -9.3902  18.8589  15.0847  0.0094  -0.0115  -0.0112
O  5.3374  37.0557  25.6986  0.0113  -0.0138  -0.002
Si  -1.4646  10.2858  26.3122  -0.0115  -0.0027  -0.02
Si  -12.9066  6.8336  20.0189  0.0144  -0.0001  0.0058
Si  -9.9816  12.0064  29.0632  -0.0149  0.0091  -0.0012
Si  -6.5912  12.261  13.9593  -0.0089  0.0091  -0.0037
Si  -6.1332  -8.387  16.6844  -0.0022  -0.0018  -0.002
Si  9.0023  13.4189  14.6493  0.0107  0.0065  -0.0065
Si  -16.9762  12.8901  19.6664  -0.0015  0.0057  0.0067
Si  -15.94  16.8074  20.0761  -0.0008  -0.0008  0.008
Si  -14.7681  -3.4904  23.4947  -0.0019  -0.0034  0.0035
Si  1.3326  12.2171  7.5998  -0.0103  0.0006  0.0066
Si  -12.7911  23.6299  10.1867  -0.011  -0.01  0.003
Si  19.8587  -4.4245  17.0191  0.012  0.0065  0.0026
Si  -3.6218  14.4403  10.2155  0.0057  -0.0018  -0.0085
Si  -17.2408  5.0815  15.304  0.0001  -0.0047  0.0005
Si  7.0571  23.5462  29.1546  -0.0014  -0.0188  0.0116
Si  -9.0111  -14.4567  28.7346  -0.0174  0.0081  -0.0016
Si  -1.2143  -6.4615  20.6106  -0.0108  0.007  -0.0068
Si  -10.9822  10.9788  23.6502  -0.0016  -0.0013  -0.0143
Si  -29.7836  -4.2149  20.5485  -0.0055  -0.0068  -0.0002
Si  -0.8192  -11.504  28.6875  -0.0012  0.0173  -0.0035
Si  -1.3725  -6.8617  7.4878  -0.0022  -0.0061  -0.0152
Si  4.1399  9.4533  7.3605  -0.0148  0.0029  0.01
Si  13.4711  9.0672  15.7867  0.0075  0.0161  0.0005
Si  -10.0945  -7.9789  22.502  -0.0024  0.0101  -0.0017
Si  -10.266  10.9279  17.2828  -0.005  0.0101  0.0077
Si  -9.9014  15.1812  10.3241  0.0348  -0.0033  -0.0806
Si  -9.8095  -17.9864  25.2894  -0.0052  0.0029  -0.0109
Si  -0.0104  -8.1971  30.3838  -0.0021  -0.0031  0.0021
Si  2.0292  6.4578  14.4944  -0.008  -0.0225  0.0413
Si  -39.344  31.0741  14.2886  0.0242  0.0113  0.0139
Si  1.9292  8.9141  10.1131  0.1597  -0.2256  0.1066
Si  -11.7821  -21.0892  12.1257  0.0085  -0.0097  0.0083
Si  -13.0811  9.4259  21.7394  0.0051  -0.0061  -0.0065
Si  -2.2956  -21.6795  16.7106  0.011  -0.0022  -0.002
Si  13.8275  -3.271  11.9784  -0.0326  0.0238  -0.1266
Si  -14.4193  -2.2271  15.1559  0.0174  -0.0011  -0.0109
Si  -5.5965  2.8471  30.2099  -0.0139  -0.0034  0.005
O  27.2513  37.4089  13.9248  0.0006  -0.0009  0.0028
O  -0.7978  -0.4417  16.7324  -0.0174  0.0088  0.0047
O  -2.8127  -16.7712  17.285  -0.0044  0.0031  -0.0013
O  -19.033  1.9289  13.6281  0.0122  0.0021  0.0047
O  -24.9045  65.3766  26.0422  0.01  -0.0055  0.008
O  7.9304  -18.0371  25.9465  0.0094  0.0018  0.007
O  -43.7913  16.3541  10.8094  0.006  0.0015  0.0331
O  9.7847  21.0347  12.1229  -0.0093  -0.0013  -0.0082
O  -16.9091  -1.5049  21.7425  -0.0086  0.0065  -0.0019
O  -9.6515  20.9713  23.7402  -0.0081  0.0075  0.0012
O  23.4999  14.6256  23.7494  -0.0066  -0.0005  0.0011
O  5.4147  -21.9386  10.6377  0.0022  -0.0007  0.033
O  -18.5669  1.5748  11.1642  0.0027  0.0015  -0.0002
O  6.7763  -17.8969  11.7248  -0.0117  0.0048  0.0172
O  -1.5894  -3.768  18.4504  -0.0053  0.001  -0.0077
O  -25.1145  3.2869  14.1057  -0.0061  -0.0008  -0.0006
O  0.223  34.3426  23.0145  0.0009  -0.0111  0.0103
O  -15.5471  -7.7813  16.847  -0.0021  0.0051  0.0004
O  4.6756  -20.4738  15.5574  0.0027  0.0056  0.0076
O  -3.2729  32.0331  15.8684  0.0071  0.0119  0.0067
O  -19.3305  -22.5933  26.0532  -0.0018  0.0071  0.0016
O  14.0546  18.4213  21.9898  0.0037  0.0029  0.0003
O  7.8335  38.8743  22.9737  -0.0027  0.0048  -0.0002
O  -30.895  13.5922  21.3145  0.0013  0.0065  0.0018
O  -13.2242  1.6591  16.0054  -0.0018  -0.0087  0.0129
O  -16.1248  16.6435  16.3167  0.0008  0.0037  0.0056
O  1.7805  7.8197  25.3215  -0.0007  0.0102  -0.0048
O  -24.8575  -3.2744  27.7079  -0.0005  -0.0059  -0.0132
O  -29.2245  -4.6839  14.9554  -0.0116  0.0169  -0.0106
O  43.5398  4.0414  21.8501  0.0079  -0.0084  0.0113
O  9.3172  -4.8188  25.8837  -0.0042  -0.0069  0.0089
O  -9.1983  21.4527  16.0729  0.0058  0.0027  -0.0035
O  5.8772  37.8623  21.4831  -0.0021  0.0035  -0.0007
O  4.5554  -15.1457  19.9124  0.0012  -0.0044  0.0008
O  9.9019  -33.5795  22.6524  0.0102  0.0098  0.0118
O  -1.6126  -3.4658  11.6004  -0.0038  0.0027  0.0085
O  -42.3061  -16.5438  25.9591  -0.0038  -0.0033  0.0098
O  19.0984  -0.3185  20.8051  -0.0025  0.0018  -0.0013
O  -9.8781  9.9323  18.5491  0.0049  -0.0013  0
O  -21.2919  -9.3447  17.7068  -0.0016  -0.0064  -0.0053
O  -6.9225  -35.4565  12.974  -0.0265  -0.0035  0.0018
O  -8.0522  -2.497  17.2627  0.0082  0.0011  -0.0028
O  -2.5906  19.5209  13.7994  -0.0071  0.0028  0.0073
O  -7.2492  12.1325  27.3493  0.0013  0.0059  -0.0102
O  8.1355  33.1713  18.2409  -0.0004  -0.0023  -0.0112
O  -13.6129  4.0034  21.2433  -0.0006  -0.0041  0.0078
O  -4.5217  11.9092  27.8309  0.0037  0.0025  -0.0091
O  -12.4461  19.1126  20.8685  -0.002  0.0127  0.0071
O  -30.8982  36.4088  18.7894  0.0145  0.0048  0.0095
O  -29.1089  9.0649  24.0103  0.0002  -0.0025  -0.0054
O  -7.119  -26.4807  26.403  -0.0068  0.0078  0.0063
O  -17.9609  91.3347  16.1273  0.0048  0.0057  -0.0029
O  -11.5445  -21.6749  25.1924  0.0014  0.0005  0.0046
O  26.3706  10.6889  13.6227  -0.0036  -0.0165  0.0023
O  21.086  -7.3623  15.0053  -0.0073  -0.0033  -0.0008
O  6.8184  36.4547  23.5162  0.001  -0.0019  0.0106
O  -13.8655  18.4802  16.1549  -0.0003  -0.0039  0.005
O  -8.4484  27.0933  20.8019  0.0073  0.0071  0.0008
O  23.1678  5.1136  15.0374  0.0257  0.0192  -0.01
O  4.2071  3.321  20.1943  -0.004  0.0021  0.0005
O  -34.2186  1.4312  13.5236  0.0014  0.0066  0.0037
O  3.4428  9.4869  19.5867  0.0062  -0.0036  0.0076
O  -22.5492  16.9433  16.2727  -0.0098  0.0086  0.007
O  21.1668  -18.2344  19.2311  -0.0023  0.0031  0.0014
O  4.4211  12.7738  18.0902  0.0043  0.0004  -0.0025
O  7.298  17.7276  20.0758  -0.0121  -0.0009  -0.001

Results
free energy: -156077.083 eV
free energy less fixed offsets of O -568.88, Si -635.61 eV per atom: -2.233 eV

The program warned: the cutoff lies below the one the program advises for these potential files; the exchange-correlation potential is rough where the density is thin.
